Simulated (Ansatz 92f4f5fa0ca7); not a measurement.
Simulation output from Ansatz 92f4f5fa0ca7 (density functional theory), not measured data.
Periodic cell of 351 atoms, Si241O110, from a study of silicon, its oxide and their interface. The atomic structure is a simulated model.
Doubt: the cutoff is far below the 930 eV that the study's wrapper takes by default for these files, so forces and energies are approximate.

Settings
functional: PBE
potential files: Ansatz PAW
basis: plane waves
wave-function cutoff: 580 eV
density cutoff ratio: 5
exchange-correlation grid ratio: 1
k mesh: 1 x 1 x 1, Gamma-centred
self-consistency stop: 5e-08 eV per atom in the density residual
occupations: fixed
spin: none
net charge: 0

Cell vectors (angstrom)
a 11.6015 0 0
b 0 13.3963 0
c 0 0 40.9383

Atoms: element, x, y, z (angstrom)
Si 0 2.2327 1.1851
Si 3.8672 2.2327 1.1851
Si 7.7343 2.2327 1.1851
Si 1.9336 5.5818 1.1851
Si 5.8008 5.5818 1.1851
Si 9.6679 5.5818 1.1851
Si 0 8.9308 1.1851
Si 3.8672 8.9308 1.1851
Si 7.7343 8.9308 1.1851
Si 1.9336 12.2799 1.1851
Si 5.8008 12.2799 1.1851
Si 9.6679 12.2799 1.1851
Si 1.9336 1.1164 1.9745
Si 5.8008 1.1164 1.9745
Si 9.6679 1.1164 1.9745
Si 0 4.4654 1.9745
Si 3.8672 4.4654 1.9745
Si 7.7343 4.4654 1.9745
Si 1.9336 7.8145 1.9745
Si 5.8008 7.8145 1.9745
Si 9.6679 7.8145 1.9745
Si 0 11.1635 1.9745
Si 3.8672 11.1635 1.9745
Si 7.7343 11.1635 1.9745
Si 1.9336 1.1164 4.3426
Si 5.8008 1.1164 4.3426
Si 9.6679 1.1164 4.3426
Si 0 4.4654 4.3426
Si 3.8672 4.4654 4.3426
Si 7.7343 4.4654 4.3426
Si 1.9336 7.8145 4.3426
Si 5.8008 7.8145 4.3426
Si 9.6679 7.8145 4.3426
Si 0 11.1635 4.3426
Si 3.8672 11.1635 4.3426
Si 7.7343 11.1635 4.3426
Si 0 0 36.5978
Si 3.8672 0 36.5978
Si 7.7343 0 36.5978
Si 1.9336 3.3491 36.5978
Si 5.8008 3.3491 36.5978
Si 9.6679 3.3491 36.5978
Si 0 6.6981 36.5978
Si 3.8672 6.6981 36.5978
Si 7.7343 6.6981 36.5978
Si 1.9336 10.0472 36.5978
Si 5.8008 10.0472 36.5978
Si 9.6679 10.0472 36.5978
Si 0 0 38.9659
Si 3.8672 0 38.9659
Si 7.7343 0 38.9659
Si 1.9336 3.3491 38.9659
Si 5.8008 3.3491 38.9659
Si 9.6679 3.3491 38.9659
Si 0 6.6981 38.9659
Si 3.8672 6.6981 38.9659
Si 7.7343 6.6981 38.9659
Si 1.9336 10.0472 38.9659
Si 5.8008 10.0472 38.9659
Si 9.6679 10.0472 38.9659
Si 0 2.2327 39.7553
Si 3.8672 2.2327 39.7553
Si 7.7343 2.2327 39.7553
Si 1.9336 5.5818 39.7553
Si 5.8008 5.5818 39.7553
Si 9.6679 5.5818 39.7553
Si 0 8.9308 39.7553
Si 3.8672 8.9308 39.7553
Si 7.7343 8.9308 39.7553
Si 1.9336 12.2799 39.7553
Si 5.8008 12.2799 39.7553
Si 9.6679 12.2799 39.7553
Si -5.0678 -6.1185 26.223
Si 5.7284 5.991 30.5576
Si 11.2945 5.8557 21.9333
Si 3.9186 2.3732 32.6364
Si 8.979 3.6559 27.1362
Si 6.6122 -2.4556 29.9791
Si 3.5574 0.2914 29.6256
Si 1.7825 12.2444 23.3565
Si 2.6396 11.7363 30.6169
Si 4.4507 10.1291 30.6805
Si 3.8487 9.0451 32.6884
Si 9.8103 14.8938 31.6557
Si 1.4858 4.1355 30.6679
Si 5.7153 5.6641 32.8501
Si 13.4815 7.9928 28.9689
Si 7.6738 2.3592 32.4222
Si 5.7582 -0.2097 30.3682
Si 12.6243 10.2503 29.7479
Si 5.2205 4.2708 14.5091
Si 1.6092 8.6069 26.5754
Si 4.1749 7.9304 29.9279
Si -3.2224 10.5229 31.5826
Si 6.8034 15.3996 30.252
Si 5.7255 12.522 32.6769
Si 0.255 2.6291 32.1664
Si 3.3561 -3.5524 24.6131
Si 8.9218 1.5271 29.3571
Si 1.924 5.4823 32.6323
Si 5.4147 3.861 29.5011
Si 9.6973 5.5462 32.7656
Si -0.7618 10.4257 31.4348
Si 0.7736 11.2408 27.6304
Si 7.7196 8.439 32.3725
Si 2.007 12.4047 32.7743
Si 3.3335 13.1191 27.3732
Si 6.3351 8.7218 29.0134
Si 1.9508 1.2921 33.3244
Si 5.8365 1.2823 33.5102
Si 9.7308 -0.0263 33.4712
Si 0.0092 4.4798 33.5616
Si 3.8257 4.5072 33.5535
Si 7.697 4.4938 33.3859
Si 1.8194 7.795 33.2038
Si 5.7414 7.8997 33.5253
Si 9.535 7.6819 33.6421
Si -0.1456 11.6869 33.3771
Si 3.8825 11.2347 33.583
Si 7.8782 11.8513 33.4426
Si 1.9159 1.1406 35.7449
Si 5.8025 1.1363 35.8509
Si 9.6739 1.0448 35.7098
Si -0.0013 4.4528 35.8792
Si 3.8636 4.468 35.8763
Si 7.738 4.4573 35.7743
Si 1.9143 7.8139 35.6902
Si 5.8046 7.8288 35.858
Si 9.6587 7.822 35.9243
Si -0.0056 11.1606 35.7402
Si 3.8788 11.1755 35.8956
Si 7.7373 11.1711 35.7528
Si 0.0007 -0.0226 5.1245
Si 3.8683 0.1103 5.1523
Si 7.7214 -0.0138 5.0803
Si 1.9227 3.3764 5.1797
Si 5.8226 3.3506 4.9083
Si 9.6746 3.3608 5.0416
Si 0.0248 6.6993 5.2807
Si 3.8762 6.6744 5.1108
Si 7.7586 6.6661 5.2634
Si 1.9402 10.0729 5.0859
Si 5.7683 10.0024 5.1406
Si 9.6504 10.0329 5.2088
Si -0.0297 -0.16 7.4856
Si 3.8705 1.6547 7.0167
Si 7.8322 -0.0233 7.4109
Si 2.0334 3.0677 7.566
Si 5.7838 3.079 7.1651
Si 9.7634 3.3883 7.3512
Si 0.1707 6.7739 7.8196
Si 4.2487 6.7567 7.4403
Si 7.8958 6.3842 7.7467
Si 1.8602 10.2914 7.4031
Si 5.5082 8.8729 7.2432
Si 9.4942 9.9486 7.6325
Si -0.0554 2.0634 8.0597
Si 3.9741 0.3605 8.8417
Si 9.6566 3.8399 10.8209
Si -0.0972 2.293 10.3987
Si 2.3232 6.6226 8.9538
Si 9.9022 5.3534 8.6432
Si -0.3134 8.7633 12.4291
Si 5.2524 11.0062 9.921
Si 7.5404 8.6378 8.4161
Si 1.9875 12.4127 8.4231
Si 6.1269 12.8802 8.9017
Si 9.6085 12.1898 8.3911
Si 0.0998 0.039 13.8183
Si 5.0937 0.4669 11.8931
Si 4.1263 -3.1975 13.3919
Si 5.8407 5.176 8.1725
Si 4.7541 8.2232 11.7695
Si 11.6099 9.0976 8.3929
Si -3.7801 15.6456 7.9954
Si 2.3847 5.3642 11.0037
Si 3.2392 8.8574 18.798
Si -2.2199 12.4673 10.7979
Si 7.218 13.8144 10.7709
Si 11.5763 13.5374 11.4482
Si 2.0616 3.2312 10.1223
Si 8.8808 3.7343 18.125
Si 10.6103 2.0121 25.1074
Si -1.2367 8.1203 17.9098
Si 3.8494 -1.5504 11.6506
Si 5.6286 4.09 10.2704
Si -1.7806 4.0937 13.2281
Si 1.5502 6.7343 17.7567
Si 12.5046 9.6263 10.5916
Si -3.0234 10.3551 11.7953
Si 7.6382 16.1138 10.2903
Si 12.4338 5.7916 12.8391
O 7.4572 -4.2594 15.0396
O 24.1415 -11.3084 17.5292
O 8.1184 15.3641 21.7982
O 12.0973 7.177 21.3751
O -2.5977 9.5831 26.6871
O 15.1992 8.5926 23.5853
O 19.4632 10.9323 13.1752
O -4.1037 1.2935 13.815
O -2.0256 20.7885 19.1397
O 0.5591 15.8293 24.9392
O 10.09 10.3893 22.4489
O 25.6984 21.8904 20.2131
O 6.9704 9.3374 20.1957
O -4.2443 3.6122 26.9549
O -2.6953 -12.6304 15.9696
O 9.6496 -10.2463 25.7447
O -8.874 16.7115 20.2768
O 16.0395 11.9647 27.0062
O 9.8528 -1.6995 16.7763
O 1.6774 3.3825 15.2779
O 7.0669 8.6694 17.6098
O -20.6583 8.0247 17.5752
O 0.1759 12.2465 23.1277
O -0.7759 23.051 18.2635
Si -0.6125 19.3035 27.2744
Si 5.4264 24.9784 25.7855
Si 4.5119 0.5736 16.5716
Si 18.6063 1.08 18.3592
Si -4.868 -4.1036 10.6165
Si 1.6156 1.9446 16.0466
Si -5.2995 0.7318 24.0739
Si 1.5953 11.9288 10.6896
Si 4.6883 19.1644 11.7512
Si 0.8534 -7.3149 24.7228
Si 7.0619 10.6359 14.5565
Si 5.8367 14.6475 13.9141
Si 6.5945 1.5735 21.2795
Si 14.5648 21.9225 10.1862
Si -11.364 12.9109 19.5169
Si 23.2236 2.3055 18.8901
Si -0.3885 10.9425 17.3133
Si 15.0578 16.1114 30.3098
Si 3.3596 18.7591 22.9341
Si 7.9879 5.1398 15.4796
Si 9.0262 14.6133 14.4016
Si -0.3492 8.3037 32.2286
Si 13.543 7.0164 20.642
Si -3.8123 7.2805 30.3103
Si 0.4643 5.9895 29.3684
Si 4.1812 2.2919 25.5547
Si -2.7078 27.8266 22.9181
Si -10.4529 23.8842 14.6014
Si -5.4352 -4.0685 18.7781
Si -4.4968 -5.2072 21.3505
Si 3.8472 23.2315 8.5025
Si 2.3412 18.2622 15.3639
Si 13.3009 15.2944 23.8992
Si 16.5734 7.6862 23.5558
Si -2.4642 9.4712 23.3804
Si 10.5514 -1.4893 22.1275
Si -10.4284 -10.2729 20.8772
Si -3.3814 10.7734 25.8831
Si 8.5467 12.6547 16.5412
Si 4.1082 15.4937 10.4377
Si 17.4732 4.2865 27.2088
Si 15.5605 16.2175 21.2629
Si -1.7166 -13.7547 27.0783
Si 3.0674 -0.1769 20.8103
Si 7.8542 8.1796 16.2783
Si 21.0238 21.5622 25.9735
Si 8.8567 -7.1809 20.04
Si 4.2813 11.609 18.4932
Si -1.3725 -20.1192 30.7538
O -8.8423 10.1674 14.3675
O 8.1347 7.1611 25.9345
O 13.2948 13.5018 19.9687
O -10.8139 11.9573 14.0023
O -0.4986 -1.4367 20.6026
O -14.2703 12.1984 26.0887
O 1.8877 5.8314 14.1163
O 0.2854 5.2769 26.0413
O 4.769 -2.776 24.669
O 9.9409 8.5186 24.4505
O -0.3181 -7.4045 23.5678
O 23.224 7.1934 17.49
O 16.2038 3.5777 26.4596
O 13.6329 0.2951 24.0708
O 13.3429 -7.2455 19.2671
O -5.5942 40.7867 22.4709
O 2.6884 -14.6133 22.0006
O 13.7851 10.8984 24.1822
O -6.0224 16.2289 20.948
O -10.828 14.3729 15.0053
O 1.3033 2.2554 22.3295
O -15.4377 13.0986 17.8996
O -0.6744 14.2384 19.2375
O -12.6188 0.7574 26.1417
O 3.6408 28.0017 21.4377
O 13.4962 18.933 16.7563
O 6.5968 4.3227 15.3554
O 14.7509 1.4162 16.2957
O -4.8813 10.9005 26.4677
O -0.6261 12.0525 27.7309
O 17.0328 24.0302 14.3229
O 8.1603 23.834 24.2783
O -5.8775 21.4854 22.1804
O 5.9223 5.8389 26.6805
O 5.3285 0.3491 15.1795
O 21.7962 1.757 23.5437
O 15.771 12.5354 19.83
O -15.69 11.7925 15.6111
O 12.0488 25.4278 18.1787
O -0.2263 31.4122 13.2831
O -1.021 34.2596 26.8798
O 3.6582 27.8525 26.4923
O -15.3394 -10.9312 18.2299
O -6.4795 16.1202 14.0222
O -17.6588 2.0092 24.7044
O 9.709 9.1802 12.2099
O 3.12 10.4569 18.5236
O -1.5675 0.0225 13.8933
O 6.2469 8.362 27.4098
O 3.9586 18.0894 15.431
O 35.4303 10.4325 16.1438
O -5.8627 24.2619 18.4299
O -6.0413 28.1038 17.6018
O 7.4426 6.7751 20.6214
O -7.7714 -9.5223 22.5034
O 13.4747 12.3883 27.1216
O -10.9878 9.9508 26.5868
O 14.6014 2.6441 24.523
O 9.03 0.2347 28.3427
O 22.013 16.7141 18.4694
O 7.5261 6.6459 15.8808
O 4.8097 -4.9702 18.9057
O 8.4587 4.9011 19.1782
O -2.1251 16.1908 28.4447
O 2.1684 5.378 24.0573
O 0.4905 17.9195 21.4098
O -5.7563 -0.5234 24.9347
O -2.1537 8.2523 16.5733
O 7.9128 27.6701 24.217
O 16.2534 6.0931 23.5847
O -4.874 0.7309 19.9187
O 21.3535 2.6304 14.0175
O -0.0814 7.1399 12.5609
O -2.7789 5.118 14.0612
O -1.8041 5.8308 21.3167
O 12.8359 7.5736 25.3201
O 8.3019 -18.2575 22.3755
O 15.6817 -0.8789 17.1661
O 8.8734 -22.3942 16.6303
O 16.8627 18.6771 13.2409
O -17.3295 7.9147 24.8858
O -2.2693 12.9806 22.3033
O 2.9715 6.2367 21.6135
O 11.883 9.3643 13.8178
O -2.053 5.1467 27.4241
O 3.059 9.2422 26.1024

Results
free energy: -215749.999 eV
free energy less fixed offsets of O -568.88, Si -635.61 eV per atom: 8.811 eV

Forces (eV/angstrom), in the order of the atoms: element, x, y, z
Si -0.0005 -0.0676 -0.0089
Si 0.0302 0.0244 -0.0075
Si -0.0309 -0.0305 -0.0075
Si 0.0246 -0.0652 -0.0629
Si -0.0341 0.0351 -0.0782
Si -0.0167 -0.0816 -0.026
Si 0.0046 0.0504 0.0266
Si 0.0074 -0.0273 0.2063
Si -0.0235 0.0029 0.0188
Si -0.0052 -0.0125 0.0807
Si -0.0144 0.1034 -0.0849
Si 0.0518 0.0463 0.0274
Si -0.1455 0.1437 -0.058
Si 0.0814 -0.1685 0.024
Si 0.0296 0.0243 -0.0257
Si 0.0978 0.1752 -0.0516
Si -0.1276 0.0098 0.0233
Si 0.096 0.1593 -0.0293
Si -0.0901 -0.0667 -0.0441
Si 0.1721 -0.263 -0.0616
Si 0.0536 -0.0671 -0.053
Si -0.1285 -0.0823 0.0052
Si 0.0887 0.2327 -0.0487
Si -0.0832 -0.12 -0.0529
Si -0.2464 0.2863 -0.1521
Si 0.0835 -0.1386 -1.0801
Si 0.0605 -0.1951 -0.1096
Si 0.2326 0.4416 0.0562
Si -0.3444 -0.0764 -0.4252
Si 0.3996 0.5049 -0.5403
Si -0.0281 -0.1515 0.4117
Si 0.2629 -0.4447 -0.1639
Si 0.0876 -0.1972 0.8516
Si -0.3094 -0.1776 -0.0579
Si 0.1431 0.3831 0.5459
Si -0.0675 -0.436 0.2981
Si 0.0054 -0.1047 -0.2425
Si -0.217 0.3138 0.0542
Si 0.1326 -0.0913 0.0497
Si 0.0133 -0.1192 0.3382
Si 0.1507 0.1447 0.2832
Si -0.1647 -0.4621 -0.4272
Si 0.237 0.0607 0.0282
Si -0.2631 0.2338 -0.1729
Si -0.1283 -0.2393 0.2295
Si -0.1828 -0.1628 -0.4794
Si 0.2378 0.1333 0.1706
Si 0.0092 0.4349 -0.0402
Si 0.049 -0.0204 0.0573
Si -0.0622 0.1724 0.0333
Si 0.0162 0.0122 0.0115
Si 0.0164 -0.0778 0.0188
Si 0.0378 0.0672 -0.0085
Si -0.0739 -0.2179 0.0068
Si 0.1194 0.0328 -0.0115
Si -0.1151 0.0539 0.0419
Si -0.0968 -0.0893 0.0087
Si -0.1 -0.0727 0.0456
Si 0.1601 0.1107 0.0013
Si -0.0135 0.1231 0.024
Si 0.0013 0.0711 -0.0042
Si -0.0273 -0.0213 0.0605
Si 0.0201 0.0266 0.045
Si -0.0182 0.0381 0.0157
Si 0.0306 -0.0558 0.0435
Si 0.0168 0.0798 -0.0927
Si -0.0201 -0.0476 -0.0194
Si 0.0117 -0.0026 -0.0945
Si 0.0211 -0.009 0.0022
Si 0.0158 0.0451 -0.0567
Si 0.0157 -0.0837 -0.0136
Si -0.0504 -0.0289 -0.0087
Si -0.0717 0.2155 0.441
Si -0.1538 0.001 0.1282
Si 0.0137 0.0526 0.0656
Si 0.1081 0.1785 0.0938
Si 0.0549 -0.0117 0.1254
Si -0.1124 -0.1523 -0.0335
Si 0.0247 0.1179 -0.1473
Si -0.0617 -0.0808 -0.0061
Si 0.0039 -0.1564 0.2414
Si -0.0657 0.3963 0.3304
Si -0.1114 0.2427 0.471
Si -0.1889 0.1092 0.063
Si -0.0075 0.0359 -0.0613
Si 0.0253 0.024 -0.0872
Si 0.028 -0.0333 -0.1549
Si -0.041 0.0956 -0.1181
Si 0.0307 0.0706 0
Si -0.0504 -0.0357 -0.0805
Si 0.0929 -0.0061 -0.2435
Si -0.0344 -0.0178 0.099
Si 0.134 -0.453 -0.633
Si 0.1464 0.003 0.0148
Si -0.1181 0.0028 -0.0322
Si -0.0899 0.0626 0.09
Si 0.0967 0.0033 0.0259
Si -0.0373 -0.1218 -0.0371
Si -0.2011 0.1456 0.1147
Si 0.0611 0.0442 0.0769
Si -0.1307 -0.1695 -0.0564
Si -0.0923 -0.0986 0.1061
Si -0.1426 0.0284 0.0439
Si 0.054 -0.134 0.0402
Si -0.0371 -0.0662 0.1047
Si -0.008 -0.0423 -0.0215
Si -0.0195 -0.0004 0.4923
Si 0.3084 -0.144 -0.2017
Si 0.0166 -0.0113 -0.0258
Si 0.0191 -0.067 0.0051
Si -0.0252 0.0462 0.1502
Si -0.0873 0.1278 0.0783
Si 0.0968 0.0066 0.023
Si 0.0753 0.0021 -0.0486
Si 0.0966 0.0521 -0.1801
Si -0.049 0.0748 -0.0513
Si 0.0289 0.038 -0.0176
Si 0.1054 -0.022 0.0508
Si -0.0084 0.0424 0.353
Si 0.003 -0.0641 -0.0404
Si -0.0042 -0.0361 -0.0194
Si 0.0011 -0.0055 -0.026
Si 0.0048 0.0981 -0.0011
Si -0.0703 0.0293 0.0067
Si -0.0076 -0.0289 0.0122
Si 0.0321 0.0192 0.0039
Si 0.0572 0.0077 -0.0011
Si -0.016 0.0817 -0.0227
Si -0.0717 0.0017 0.0297
Si -0.0044 -0.116 0.0178
Si 0.0459 0.0595 0.0637
Si -0.0114 -0.0125 0.0212
Si 0.0705 -0.0421 0.0205
Si -0.0566 0.0709 -0.0782
Si 0.0488 0.0474 0.0464
Si 0.0308 0.1738 0.0181
Si 0.0561 -0.0637 0.1195
Si -0.0248 0.1188 0.013
Si -0.1112 -0.007 -0.0497
Si -0.1103 0.0136 -0.0186
Si 0.0765 0.005 -0.056
Si -0.0613 -0.0023 0.0129
Si -0.0447 -0.0686 -0.0012
Si 0.0153 -0.0155 -0.0433
Si 0.0138 0.0797 0.0926
Si 0.0884 0.0324 0.1329
Si 0.0953 0.0246 0.0167
Si -0.2024 -0.3765 -0.0758
Si 0.0406 -0.0142 -0.3577
Si 0.03 -0.0489 -0.0099
Si 0.063 0.0258 -0.0061
Si 0.0063 -0.1937 -0.0461
Si -0.057 -0.0052 -0.021
Si 0.1327 0.0083 -0.1868
Si 0.0783 -0.1314 0.0358
Si 0.022 0.07 -0.0247
Si -0.1151 -0.0137 0.071
Si 0.1348 -0.0054 -0.1803
Si 0.0292 -0.1398 -0.0783
Si -0.0552 -0.0611 -0.0758
Si 0.1215 0.0599 -0.1173
Si -0.0845 -0.0902 0.049
Si 0.4772 0.2032 -0.6112
Si 0.1152 0.1582 -0.0315
Si -0.0484 -0.0424 0.1533
Si -0.1557 0.0346 0.1782
Si 0.1247 0.0509 0.1176
Si 0.1339 -0.0087 0.0046
Si 0.1469 0.046 -0.3899
Si 0.0841 0.2172 0.2051
Si 0.03 0.0857 -0.1376
Si -0.0145 -0.0408 -0.0162
Si 0.1206 0.1629 -0.0177
Si -0.0278 0.1012 0.2071
Si -0.173 0.0447 -0.0254
Si 0.0076 0.0425 0.0784
Si 0.0427 0.0156 0.0638
Si -0.1891 0.0994 -0.1462
Si 0.0263 -0.1741 -0.0755
Si -0.1365 0.0237 -0.078
Si 0.084 -0.0866 0.0444
Si -0.0418 0.0015 -0.0603
Si -0.1013 0.0162 0.1692
Si -0.0104 0.03 0.0229
Si -0.1101 0.0349 -0.0859
Si 0.1266 -0.0922 0.0013
Si -0.0209 0.0968 -0.3975
Si -0.0446 0.0672 -0.0503
Si -0.2092 0.0105 0.0698
Si -0.1669 -0.1386 0.2668
Si -0.0502 0.1722 0.1026
Si 0.0842 0.1717 -0.3762
O 0.0685 -0.0788 0.0838
O -0.0533 0.0356 0.0846
O -0.0353 0.0276 -0.0342
O -0.0259 -0.0343 0.01
O -0.0466 0.0277 -0.0774
O 0.0175 0.0174 -0.0219
O 0.1014 0.0452 -0.0324
O 0.0825 -0.0019 0.2036
O -0.0069 -0.0656 0.0542
O 0.0615 -0.0357 -0.0858
O -0.0027 -0.0104 -0.0128
O -0.0176 -0.0723 0.0057
O -0.0157 0.0018 -0.005
O 0.0751 0.0233 -0.1568
O 0.0201 0.1485 -0.0448
O 0.0124 -0.0113 -0.054
O 0.0235 -0.0554 0.0237
O 0.0123 -0.0248 -0.0805
O 0.0268 0.0238 -0.0088
O -0.0827 -0.0003 0.017
O 0.0015 -0.0001 -0.0147
O -0.0085 0.0134 -0.0061
O 0.0302 0.0225 0.0319
O 0.0327 0.0374 -0.0216
Si 0.1283 -0.1198 0.2888
Si 0.0316 0.0313 0.0194
Si 0.1038 0.0411 -0.0051
Si -0.0237 -0.0428 0.0045
Si -0.1605 -0.0753 -0.0358
Si 0.1723 -0.0642 -0.1191
Si 0.0619 -0.0467 0.1373
Si -0.0163 -0.1332 -0.04
Si 0.0706 -0.3539 0.2444
Si 0.0885 0.0273 0.3162
Si -0.1227 0.0217 -0.2258
Si -0.2619 -0.1508 -0.394
Si 0.0571 -0.1297 -0.0147
Si -0.0335 0.2146 -0.102
Si -0.0833 -0.1034 0.0351
Si -0.2451 -0.0633 -0.3554
Si -0.116 -0.0453 0.1029
Si 0.077 -0.1009 -0.0593
Si -0.0263 0.1362 0.1219
Si -0.0086 0.0087 -0.0085
Si -0.1829 0.0328 -0.0568
Si 0.1107 -0.1875 0.0797
Si 0.0553 0.0858 0.054
Si 0.0864 -0.0177 -0.1295
Si -0.0247 -0.0373 -0.0853
Si 0.1633 -0.0239 0.1833
Si -0.0054 -0.0366 0.0552
Si 0.101 -0.092 -0.1668
Si 0.0118 -0.0072 0.0282
Si -0.0586 0.0914 0.029
Si 0.1384 -0.0261 0.2124
Si 0.0891 -0.1273 0.0393
Si -0.124 0.0438 0.0404
Si -0.058 0.0156 0.0107
Si -0.0603 0.1054 0.0479
Si -0.0044 -0.0218 0.0155
Si 0.0142 0.0685 0.3664
Si 0.003 -0.0365 -0.0067
Si -0.0489 -0.0784 0.0943
Si -0.0769 -0.0692 0.3038
Si -0.0864 0.0081 0.5226
Si 0.0323 -0.005 0.0645
Si -0.0176 0.0975 0.1216
Si 0.0549 -0.1234 -0.0239
Si 0.0309 0.0087 0.0488
Si 0.0132 -0.0063 0.1706
Si 0.0001 0.125 -0.0855
Si 0.0191 -0.0139 -0.0584
Si -0.0192 0.0025 0.0354
O 0.0169 -0.0232 0.0346
O 0.0715 -0.0125 -0.1079
O -0.0205 0.0647 0.0225
O -0.0776 0.1201 0.1041
O 0.0368 0.034 -0.0524
O -0.0448 -0.022 -0.0782
O -0.0432 0.0166 0.0319
O 0.0606 0.0148 -0.1829
O 0.056 0.0364 0.0322
O -0.0234 -0.0428 -0.0028
O 0.0038 -0.0031 -0.104
O 0.0399 -0.0382 0.0181
O -0.0924 -0.0683 -0.2342
O 0.0239 -0.0255 0.0333
O 0.0164 -0.0544 -0.004
O -0.0148 0.0545 -0.0569
O 0.0214 0.012 -0.0375
O -0.0044 0.0859 -0.01
O -0.1093 0.074 0.0343
O -0.0588 -0.0017 0.1506
O 0.0281 0.0767 -0.1823
O 0.0472 0.0041 -0.061
O 0.0835 0.1331 0.0333
O 0.0589 0.0571 -0.1142
O 0.0552 0.1263 0.0108
O -0.0148 0.0065 -0.0142
O 0.0096 -0.0232 0.0856
O -0.1305 0.0429 -0.0004
O -0.01 -0.0084 0.0238
O -0.022 0.0031 -0.0188
O -0.0176 -0.0589 0.0404
O 0.0002 -0.0005 0.0459
O -0.0105 -0.0014 0.0038
O 0.0066 -0.0244 -0.0986
O 0.0214 0.0097 0.1981
O 0.0228 0.0172 -0.0543
O -0.0249 0.0412 0.0827
O -0.0047 0.0132 0.0267
O 0.0555 0 -0.0458
O 0.0323 -0.0546 0.1334
O -0.0377 0.0296 -0.0368
O 0.002 0.0966 -0.2599
O 0.0485 0.0564 -0.0113
O 0.0337 0.0687 0.0685
O -0.0792 -0.0114 -0.0395
O -0.2174 0.1474 0.0037
O -0.0148 -0.0172 -0.0006
O 0.0532 -0.0808 0.1467
O 0.1701 -0.2142 -0.3284
O -0.0862 0.0429 0.0426
O 0.0889 0.0398 -0.0336
O -0.0207 0.0299 0.0038
O 0.003 0.0193 0.0196
O 0.0285 -0.0686 -0.0093
O 0.0192 -0.0811 -0.1001
O -0.0709 -0.126 -0.0776
O 0.0863 0.0992 -0.0154
O -0.0637 0.0226 -0.1387
O 0.0371 -0.1423 -0.0977
O 0.1641 -0.0675 0.1281
O 0.0136 -0.0079 -0.0146
O -0.0461 -0.0058 -0.0001
O -0.0146 -0.0103 0.0457
O 0.0105 -0.008 -0.0023
O 0.0071 -0.0515 -0.0795
O 0.007 -0.0675 -0.0713
O 0.0053 -0.0072 -0.0895
O 0.0009 0.009 -0.0487
O 0.0002 -0.0244 -0.0221
O -0.0034 -0.0467 -0.0238
O 0.0001 -0.0108 -0.0097
O -0.0116 0.1449 0.0499
O -0.0398 -0.2371 0.1734
O 0.0666 -0.0303 0.0846
O 0.0416 -0.0572 0.0633
O -0.0165 0.0252 -0.1114
O 0.0365 -0.0444 -0.0022
O -0.013 -0.0692 0.024
O 0.0022 -0.0192 0.0108
O -0.1854 0.103 0.0606
O -0.004 -0.0014 -0.0706
O 0 0.0239 -0.0072
O 0.0013 -0.0318 -0.0616
O -0.0611 0.0556 0.2513
O -0.1443 -0.0281 -0.0734
O -0.0334 -0.0646 0.0176

The program warned: the cutoff lies below the one the program advises for these potential files; the forces do not sum to zero within the program's tolerance; the exchange-correlation potential is rough where the density is thin.
